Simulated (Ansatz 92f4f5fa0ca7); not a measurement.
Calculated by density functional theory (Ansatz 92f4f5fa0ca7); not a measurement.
Periodic cell of 279 atoms, Si168O105H6, from a study of silicon, its oxide and their interface. The atomic structure is a simulated model.
Doubt: the cutoff is far below the 930 eV that the study's wrapper takes by default for these files, so forces and energies are approximate.
This geometry differs little from another in the collection (a relaxation step or a small displacement).

Settings: functional PBE; potential files Ansatz PAW; basis plane waves; wave-function cutoff 580 eV; density cutoff ratio 5; exchange-correlation grid ratio 1; k mesh 1 x 1 x 1, Gamma-centred; self-consistency stop 5e-08 eV per atom in the density residual; occupations fixed; spin none; net charge 0.

Cell vectors (angstrom)
a, 11.6015, 0, 0
b, 0, 13.3963, 0
c, 0, 0, 31.1688

Atoms and the computed forces on them: element, x, y, z (angstrom), force x, y, z (eV/angstrom)
Si, -0.0591, -0.0527, 24.411, -0.0162, 0.0193, 0.5995
Si, 3.8619, -0.0806, 24.3077, -0.0028, 0.008, 0.0168
Si, 7.6824, 0.0474, 24.5763, 0.0004, 0.0055, 0.008
Si, 1.8292, 3.2226, 24.0984, 0.0058, 0.0018, 0.0122
Si, 5.8713, 3.418, 24.4601, -0.0009, 0.0154, 0.0223
Si, 9.4913, 3.3565, 24.4603, -0.0057, 0.0048, 0.0116
Si, -0.05, 6.6779, 24.4415, 0.0538, -0.0458, 0.5946
Si, 3.8711, 6.6945, 24.1958, -0.0045, -0.0016, -0.0053
Si, 7.6694, 6.6793, 24.6161, 0.0158, -0.016, 0.6494
Si, 1.8048, 10.0142, 24.3668, -0.0017, 0.004, 0.0042
Si, 5.8537, 10.1485, 24.6016, 0.0066, 0.0149, 0.0006
Si, 9.6251, 9.8486, 24.5046, 0.0028, 0.0049, 0.0207
Si, -0.0936, 2.2173, 25.0778, 0.0006, -0.0128, 0.032
Si, 3.8432, 2.2171, 24.9423, 0.0008, -0.0127, 0.0042
Si, 7.6786, 2.235, 25.4365, 0.0042, -0.0101, 0.037
Si, 1.9269, 5.4966, 24.9513, -0.0173, 0.0165, 0.0181
Si, 5.7041, 5.605, 25.2809, 0.0201, 0.0008, 0.0517
Si, 9.6373, 5.5675, 25.2688, -0.0068, 0.0115, 0.0562
Si, -0.0098, 8.8671, 25.3229, 0.0031, -0.0076, 0.0504
Si, 3.8343, 8.9389, 25.0312, 0.0001, -0.0031, 0.025
Si, 7.6765, 8.8898, 25.391, -0.0027, -0.0128, 0.0408
Si, 1.9022, 12.2577, 25.1547, -0.0031, 0.0017, 0.0416
Si, 5.7491, 12.3425, 25.3613, -0.0019, -0.005, 0.0564
Si, 9.6181, 12.1787, 25.1265, 0.0087, 0.0037, 0.0305
Si, -0.0249, 2.2323, 27.4972, -0.0002, 0.0094, 0.0505
Si, 3.8467, 2.2283, 27.432, 0.0003, -0.0003, 0.0607
Si, 7.7175, 2.2334, 27.7429, -0.0031, 0.0006, 0.0648
Si, 1.9348, 5.5383, 27.4283, 0.0086, -0.0105, 0.0444
Si, 5.7393, 5.5848, 27.6335, -0.0039, 0.0017, 0.0455
Si, 9.6683, 5.5621, 27.6233, -0.0015, -0.0055, 0.0462
Si, 0.0141, 8.9024, 27.6572, -0.0003, 0.0055, 0.0525
Si, 3.8498, 8.9184, 27.4804, -0.0005, 0.0013, 0.0655
Si, 7.7224, 8.9152, 27.7107, 0.0006, 0.0083, 0.0685
Si, 1.9244, 12.2695, 27.549, 0.0055, -0.0025, 0.0485
Si, 5.7652, 12.3059, 27.6903, 0.0024, 0.0049, 0.0493
Si, 9.6468, 12.2386, 27.5374, -0.0042, -0.006, 0.0562
Si, 1.9235, 1.122, 28.3297, -0.0041, -0.004, 0.0075
Si, 5.747, 1.1428, 28.4154, 0.0082, -0.0043, 0.0166
Si, 9.6803, 1.0857, 28.3824, -0.0037, 0.0039, 0.016
Si, 0.0167, 4.4468, 28.3608, -0.008, -0.0005, 0.0215
Si, 3.8207, 4.4321, 28.3598, 0.0041, 0.0078, 0.0169
Si, 7.7082, 4.4914, 28.415, 0.0008, -0.0013, 0.0232
Si, 1.9568, 7.7606, 28.3555, -0.0057, 0.0051, 0.0105
Si, 5.7565, 7.8162, 28.4045, 0.0037, -0.0026, 0.0154
Si, 9.675, 7.7937, 28.4248, -0.0033, 0.0025, 0.0191
Si, -0.0079, 11.1555, 28.3821, -0.0014, -0.0023, 0.0197
Si, 3.8379, 11.1349, 28.3817, -0.0015, 0.0028, 0.0147
Si, 7.7172, 11.1694, 28.4127, -0.0036, -0.0017, 0.0144
Si, 1.9336, 1.1164, 30.7738, 0.0098, 0.0311, -0.4149
Si, 5.8008, 1.1164, 30.7738, -0.2589, 0.1105, -0.0139
Si, 9.6679, 1.1164, 30.7738, 0.1011, -0.1253, -0.1637
Si, 0, 4.4654, 30.7738, 0.1392, -0.033, -0.3573
Si, 3.8672, 4.4654, 30.7738, -0.1465, -0.1577, -0.3101
Si, 7.7343, 4.4654, 30.7738, -0.059, 0.089, 0.164
Si, 1.9336, 7.8145, 30.7738, 0.1282, -0.186, -0.4047
Si, 5.8008, 7.8145, 30.7738, -0.1854, 0.032, -0.0155
Si, 9.6679, 7.8145, 30.7738, 0.0159, -0.0776, 0.1307
Si, 0, 11.1635, 30.7738, -0.0161, 0.0754, -0.0432
Si, 3.8672, 11.1635, 30.7738, -0.1143, -0.1203, -0.1205
Si, 7.7343, 11.1635, 30.7738, 0.0481, 0.0734, 0.0476
Si, 0, 0, 0.3944, -0.0139, 0.0165, 0.0268
Si, 3.8672, 0, 0.3944, 0.1534, 0.132, -0.2917
Si, 7.7343, 0, 0.3944, 0.0817, -0.0204, -0.1484
Si, 1.9336, 3.3491, 0.3944, 0.0196, 0.099, 0.13
Si, 5.8008, 3.3491, 0.3944, -0.1001, -0.0676, -0.1923
Si, 9.6679, 3.3491, 0.3944, 0.0932, 0.0652, -0.047
Si, 0, 6.6981, 0.3944, 0.062, -0.06, -0.196
Si, 3.8672, 6.6981, 0.3944, -0.0903, 0.1712, 0.0207
Si, 7.7343, 6.6981, 0.3944, 0.0958, 0.1723, 0.1264
Si, 1.9336, 10.0472, 0.3944, 0.1723, -0.125, 0.0373
Si, 5.8008, 10.0472, 0.3944, 0.041, -0.142, 0.2419
Si, 9.6679, 10.0472, 0.3944, -0.1437, -0.0098, 0.1826
Si, 0.0389, -0.0002, 2.767, 0.0022, 0.0024, 0.0019
Si, 3.9186, 0.0218, 2.7284, -0.0086, -0.0023, -0.0137
Si, 7.7674, 0.0204, 2.7518, 0.0005, 0.0014, -0.0024
Si, 1.9401, 3.3671, 2.7763, 0.0002, -0.0045, -0.0006
Si, 5.7741, 3.3561, 2.7359, 0.0047, 0.0004, -0.0102
Si, 9.6921, 3.372, 2.7717, 0.0004, -0.005, 0.0029
Si, 0.0332, 6.6827, 2.7403, -0.0036, 0.0006, -0.0143
Si, 3.8642, 6.7153, 2.7634, 0.0034, -0.0006, -0.006
Si, 7.7588, 6.7484, 2.7804, -0.0023, -0.0059, 0
Si, 1.9768, 10.0082, 2.7781, -0.0027, 0.0018, 0.0068
Si, 5.8194, 10.0265, 2.8032, 0, -0.0014, 0.0038
Si, 9.6507, 10.0552, 2.7936, 0.0033, -0.0008, 0.0087
Si, 0.0266, 2.2306, 3.5717, -0.0013, -0.0003, -0.0298
Si, 3.8553, 2.2327, 3.5791, -0.0038, -0.0013, -0.0235
Si, 7.7239, 2.2741, 3.4819, -0.0001, 0.0013, -0.0123
Si, 1.9542, 5.6028, 3.6137, -0.0026, 0.005, -0.0149
Si, 5.8101, 5.5978, 3.4492, -0.0001, -0.0006, -0.0228
Si, 9.6983, 5.6226, 3.5552, 0.0043, 0.006, -0.0197
Si, -0.0004, 8.9052, 3.4887, -0.0023, -0.0048, -0.0157
Si, 3.9094, 8.9031, 3.6855, 0.0056, -0.0007, -0.0351
Si, 7.7383, 8.9479, 3.7245, -0.0034, 0.0034, -0.0378
Si, 2.018, 12.2699, 3.45, 0.0056, 0.0034, -0.0243
Si, 5.8394, 12.2832, 3.5085, -0.0011, -0.0047, -0.0178
Si, 9.6933, 12.3021, 3.58, 0.0006, -0.0029, -0.0324
Si, 0.0636, 2.2153, 5.946, 0.0081, -0.0057, -0.0121
Si, 3.8499, 2.2052, 5.9613, 0.0019, 0.0044, -0.0059
Si, 7.7176, 2.2887, 5.8171, 0.001, -0.0049, -0.0241
Si, 1.9635, 5.629, 6.0097, 0.0094, -0.0092, -0.0155
Si, 5.8076, 5.5238, 5.7618, -0.0081, 0.0048, -0.0211
Si, 9.7424, 5.6454, 5.9269, -0.0089, -0.0094, -0.0146
Si, 0.0012, 8.8848, 5.8263, -0.0013, 0.0071, -0.0262
Si, 3.9726, 8.8329, 6.1459, -0.0153, 0.0114, -0.0018
Si, 7.7232, 8.9432, 6.2041, 0.0172, -0.0041, 0.0011
Si, 2.1152, 12.2165, 5.7715, -0.0131, 0.0098, -0.0216
Si, 5.8655, 12.3162, 5.8527, 0.0025, 0.0013, -0.0098
Si, 9.7193, 12.3199, 5.9682, 0.0078, 0.004, -0.0143
Si, 1.9612, 0.9699, 6.7078, 0.0089, -0.0005, -0.0035
Si, 5.8302, 1.1421, 6.647, -0.0012, -0.0076, 0.0102
Si, 9.6366, 1.2271, 6.6021, -0.0106, -0.0004, 0.0075
Si, 0.0405, 4.46, 6.7021, -0.0044, 0.0078, 0.0097
Si, 3.9032, 4.4525, 6.6654, -0.0033, 0.0031, 0.0059
Si, 7.7746, 4.5376, 6.5553, 0.0152, 0.0204, 0.0095
Si, 1.9057, 7.8825, 6.8121, 0.0008, 0.0014, 0.0131
Si, 5.8877, 7.5365, 6.9364, 0.0136, -0.017, 0.0025
Si, 9.7311, 7.8657, 6.8721, -0.0076, -0.0024, 0.0099
Si, 0.1395, 11.1473, 6.3755, 0.0058, -0.0099, 0.0157
Si, 4.0553, 11.1192, 6.7539, 0.0051, -0.0093, 0.017
Si, 7.7479, 11.3, 6.8216, -0.0172, 0.0029, 0.0036
O, 1.9615, 0.6908, 8.3544, -0.0035, 0.0023, 0.0042
O, 4.3656, 11.1939, 8.4018, 0.0085, 0.0009, -0.0021
O, 7.7357, 4.822, 8.1993, -0.0022, 0.0001, 0.0083
O, 9.8916, 7.9601, 8.5446, 0.002, 0.0025, 0.0031
O, 6.0231, 6.888, 8.525, -0.0095, 0.0123, -0.0059
O, 1.6863, 8.0014, 8.4654, -0.0012, -0.002, -0.0007
O, 9.37, 1.5859, 8.1949, -0.0025, 0.0026, 0.0044
O, 0.5701, 11.0434, 7.977, 0.0028, 0.0015, 0.0018
O, 7.5311, 11.764, 8.4317, -0.0012, 0.0007, 0.0028
O, 6.2748, 10.5949, 23.0421, -0.0061, 0.0096, 0.0353
O, 3.9971, 13.0819, 22.6505, -0.0004, 0.0049, 0.0262
O, 6.3435, 3.7392, 22.8769, -0.0068, 0.0066, 0.004
O, 1.659, 3.0133, 22.431, -0.0011, 0.0033, 0.0287
O, 9.0634, 3.4167, 22.8293, 0.0029, 0.0022, 0.0137
O, 7.535, 0.3223, 22.9507, 0.0051, -0.0016, 0.0204
O, 1.4444, 9.9295, 22.7272, -0.0004, -0.002, 0.0229
O, 4.0238, 6.6826, 22.4966, -0.0029, -0.0089, 0.0377
O, 9.6824, 9.3611, 22.9114, 0.0092, -0.0003, 0.0323
Si, 3.3211, 12.9953, 21.1574, 0.0025, -0.0106, 0.0049
Si, 11.8209, 1.7736, 11.4952, -0.0011, -0.0007, 0.0026
Si, -0.7758, 13.6368, 15.6401, 0.0007, 0.0037, -0.0044
Si, 7.2453, 3.6248, 11.3124, -0.0026, 0.0004, 0.0075
Si, 8.8386, 9.3251, 14.9155, 0.0042, 0.0015, 0.0019
Si, 10.4337, 0.9404, 19.9086, -0.0007, 0.0028, 0.0122
Si, 1.7449, 3.9968, 18.352, 0.0042, -0.0066, 0.0019
Si, 8.8674, 10.2744, 11.9428, -0.0021, 0.0005, 0.0037
Si, 4.9224, -2.9335, 12.6589, -0.001, -0.0021, -0.0002
Si, 3.6164, 0.4755, 14.7567, 0, 0.0032, -0.0041
Si, 10.2005, 6.6929, 15.4024, -0.0006, 0.0036, -0.0099
Si, 11.0563, -0.9661, 12.9035, 0.0042, -0.0001, 0.0023
Si, 5.797, 7.1557, 18.612, -0.0067, -0.0001, 0.0171
Si, 13.409, 0.0355, 9.835, -0.0055, -0.0067, 0.0198
Si, 7.6841, 3.5952, 21.9434, 0.0061, 0.0016, -0.0031
Si, 11.4817, 11.1333, 9.4321, 0.0012, 0.0017, 0.0005
Si, 4.4783, -5.6323, 21.3455, 0.0072, 0.0158, 0.0012
Si, 1.4998, 2.2619, 20.9777, -0.0085, -0.0017, -0.0023
Si, 6.1741, -4.2272, 16.2992, -0.0017, 0.0019, -0.0023
Si, -4.5579, 5.8195, 9.294, 0.0141, -0.0109, 0.0204
Si, 4.4054, 4.8979, 16.869, 0.0031, -0.002, -0.0007
Si, 9.2334, 15.0199, 9.8012, 0.002, 0.0058, 0.0095
Si, 1.6559, 8.7643, 9.909, 0.0006, 0.0082, 0.0124
Si, 8.4578, -1.419, 9.7614, 0.0089, 0.0013, 0.0119
Si, 9.4721, 7.662, 10.1074, 0.0011, -0.0027, 0.0144
Si, 2.0793, -2.2034, 13.7915, -0.0006, 0.0026, -0.0002
Si, 6.4211, 9.9143, 21.5826, 0.0023, 0.007, -0.0045
Si, -0.9642, 11.9392, 18.0464, 0.0013, 0.0072, 0.0011
Si, 5.6935, -1.5421, 15.2951, -0.0069, 0.0036, 0.0029
Si, 1.3783, 2.4877, 15.6574, 0.004, -0.0031, -0.0061
Si, 6.8836, 3.4578, 15.8313, -0.0012, -0.0032, -0.0054
Si, 3.8446, 11.0791, 9.9422, -0.0027, -0.0044, 0.0111
Si, 5.5892, 2.3962, 13.4684, -0.0026, -0.0029, 0.0062
Si, 10.9851, 6.1969, 18.3163, -0.0057, -0.0038, 0.0014
Si, -2.3968, 8.9509, 21.4223, -0.0109, -0.0007, -0.0206
Si, 1.1765, 4.3647, 13.1758, 0.0047, 0.0026, 0.0023
Si, 5.8323, 7.5886, 13.6335, -0.0035, -0.0029, -0.0043
Si, 4.0072, 5.1375, 13.846, 0.0005, -0.0021, -0.0045
Si, 8.0773, 5.4517, 13.7544, 0.0028, 0.0028, -0.0017
Si, 7.552, -0.8799, 17.4127, -0.0046, 0.0016, -0.0019
Si, 8.7532, 15.1179, 17.4179, -0.0019, 0.0043, -0.0013
Si, 13.7807, 10.0142, 21.2667, 0.006, 0.0033, 0.0118
Si, 11.5027, 9.2165, 19.2541, 0.0006, 0.0098, 0.025
Si, 0.0934, 8.9953, 14.4729, -0.0016, 0.0012, 0.0005
Si, 5.8205, -1.1921, 19.8004, 0.0001, -0.0078, 0.0211
Si, 7.8191, 0.6977, 21.4079, -0.0001, 0.0035, 0.0047
Si, 8.4359, 6.1974, 20.1917, -0.0046, 0.0085, 0.029
Si, 0.2801, 7.1715, 11.9512, 0.0012, -0.0003, 0.0048
O, 9.3964, 0.5307, 21.0862, -0.0058, 0.0007, -0.0003
O, 7.1695, -1.0677, 15.8297, 0.0011, 0.0002, 0.0063
O, 10.9726, -0.4991, 19.3351, 0.0001, -0.0029, -0.0034
O, 1.3876, -3.4112, 14.7157, 0, 0.0007, 0.0036
O, -1.2412, 9.321, 20.3788, -0.0006, -0.0037, 0.0026
O, 11.4077, -0.7414, 16.8004, -0.0029, -0.0053, 0.0068
O, 6.4322, 4.7739, 10.4294, -0.0022, 0.0018, -0.0024
O, 1.2064, 2.9332, 17.2189, -0.001, 0.0036, 0.0055
O, 7.422, 2.2463, 21.0492, 0.0076, -0.0074, 0.0074
O, 8.6784, 13.5323, 10.2257, -0.0018, -0.0041, -0.0014
O, 4.4637, 1.1967, 13.5207, 0.0007, -0.0012, 0.0037
O, -1.2154, 9.8785, 14.9675, -0.0005, 0.001, 0.0011
O, -0.0352, 1.8351, 20.6426, 0.0092, 0.0032, 0.0048
O, 1.9673, 3.2825, 19.7982, -0.0026, -0.0036, 0.0079
O, 7.2697, 6.7314, 19.1805, -0.0031, -0.0008, -0.0068
O, 5.2031, -2.9262, 16.0482, 0.002, 0.0005, 0.0018
O, -0.1486, 7.7651, 18.5012, 0.0014, -0.0001, 0.0011
O, 0.6773, 5.2253, 18.5248, -0.0032, 0.0034, -0.0002
O, 9.7671, 1.8603, 18.7024, -0.0027, -0.0011, -0.002
O, 5.0003, 10.9545, 11.0952, 0.0005, 0.001, 0.0021
O, 3.7005, 5.3127, 15.4463, -0.0002, 0.0004, 0.0071
O, 1.6, 7.6052, 11.0696, 0.0002, 0.0005, -0.0022
O, 2.3672, 0.8894, 20.9548, -0.0046, 0.0028, 0.0018
O, 11.6211, 7.5442, 15.2661, -0.0012, -0.0021, 0.0062
O, 8.2267, 2.7872, 10.3211, 0.0039, -0.0048, -0.0031
O, 1.3175, 9.4351, 20.0167, -0.0205, -0.0023, -0.0039
O, 7.6976, 9.753, 16.0055, -0.0009, 0.0014, 0.0048
O, 8.8335, 7.3653, 21.2729, 0.0007, -0.0062, 0.0099
O, 2.7458, 4.7066, 12.9192, -0.0025, 0, 0.0041
O, 6.6666, 2.2506, 14.7182, 0.0009, -0.0001, 0.0064
O, 3.0555, -0.9177, 10.2453, 0.0014, 0.0028, 0.0009
O, 6.2878, 2.4657, 11.9905, 0.0034, 0.0014, -0.0031
O, 11.1657, 0.5724, 12.38, 0.0012, 0.0012, 0.0001
O, 5.9402, 8.3664, 21.7516, -0.007, -0.0358, 0.0106
O, 0.9038, 11.6833, 12.7856, -0.0034, 0.001, -0.0004
O, 7.2512, 6.8126, 13.2971, 0.0013, 0.0004, 0.004
O, 3.3324, -2.9464, 13.0737, 0.0022, -0.0007, 0.0023
O, 5.9796, 8.5881, 17.8152, 0.0024, -0.0004, 0.0021
O, 8.0687, 3.1067, 16.9133, 0.0022, -0.0021, 0.002
O, 7.5513, 0.7008, 17.8207, 0.0014, 0.0016, 0.0038
O, 7.82, 11.1729, 11.0467, 0.0021, -0.0008, 0.0006
O, 11.2441, 10.4369, 18.2, 0.0008, -0.0083, 0.0058
O, 13.2562, 1.2791, 10.8806, 0.0004, 0.0014, 0.0004
O, 5.4727, 3.6782, 16.636, -0.0015, 0.0029, 0.0052
O, 2.5155, 11.5846, 20.996, -0.0011, 0.0084, 0.0004
O, 5.2561, 6.1152, 17.5061, -0.0004, -0.0014, 0.0057
O, 5.5501, 10.7621, 20.513, 0.0006, 0.0082, -0.003
O, 4.6794, 7.179, 19.8274, 0.0003, -0.0031, -0.0024
O, 9.0161, 11.8629, 17.7674, -0.0001, -0.0014, 0.002
O, 0.445, 12.5337, 10.0467, -0.0009, -0.0004, 0.0002
O, 12.0732, 5.801, 12.825, -0.0045, 0.0041, -0.0008
O, 12.1419, 3.1708, 12.2684, -0.0022, -0.003, -0.0014
O, -2.6293, 7.7633, 15.3603, -0.0008, -0.0051, 0.0054
O, 4.4359, 13.0513, 19.9553, -0.002, 0.006, -0.0009
O, 7.3277, 4.8382, 15.0761, -0.0009, -0.0001, 0.0033
O, -2.4184, 8.9951, 10.9919, 0.0008, -0.0011, -0.002
O, 12.7054, 3.8228, 14.7329, -0.0025, 0.0001, 0.0043
O, 11.5542, 8.4742, 12.9156, -0.0022, -0.0027, -0.0026
O, 9.8761, 11.2736, 9.31, -0.0076, 0.0038, 0.0029
O, 5.0268, 3.9041, 13.6685, -0.0018, 0.0036, 0.0011
O, 3.2155, 4.5187, 17.9004, -0.0044, 0.0017, 0.0005
O, 4.7159, 13.1109, 15.6933, 0.0028, -0.0031, 0.0045
O, 3.4649, 9.0291, 21.3526, 0.0025, -0.0085, 0.0003
O, 8.1528, 6.7133, 10.0861, -0.001, 0.0031, -0.0021
O, 7.9422, 9.8985, 21.0311, 0.0131, 0.0074, 0.0023
O, 9.8027, 5.8172, 19.3795, 0.0027, 0.0017, -0.0019
O, 0.3433, 9.7412, 10.1527, 0.0021, -0.0014, 0.0025
O, 10.0896, 11.3504, 12.1586, -0.0037, -0.0017, -0.0003
O, 0.3075, 1.3607, 15.2148, -0.0022, -0.0029, 0.0072
O, 7.0055, -0.364, 20.5154, 0.0046, 0.0086, 0.0094
O, 5.5636, -4.4445, 12.7568, 0.0008, -0.0003, 0.0056
O, -1.1388, 12.6594, 14.4004, -0.001, -0.0001, 0.0017
O, 8.0839, 4.3904, 12.5063, -0.0012, -0.0014, -0.0002
O, 9.6614, 5.6856, 14.2036, 0, -0.0033, 0.0035
O, 5.6864, 11.5222, 13.6744, -0.0003, -0.002, 0.0057
O, -2.0862, 1.0528, 16.1423, -0.0004, -0.0026, 0.0084
O, 10.3508, 5.9287, 16.8264, 0.0019, 0.0009, 0.0128
O, 5.8199, 7.9973, 15.2182, 0.0008, -0.0002, 0.0026
O, 10.667, 6.8784, 10.8975, -0.0053, 0.0012, -0.0034
O, 10.7148, 2.0439, 10.3383, -0.0008, 0.0019, 0.0008
O, 2.5797, 12.6367, 14.4152, -0.0036, -0.0019, 0.0015
O, 8.3287, 9.7251, 13.3968, -0.002, 0.0021, -0.0014
O, 4.6208, 6.5437, 13.303, 0.0001, 0.0003, 0.0058
O, 6.3226, -1.5169, 18.2853, -0.0027, -0.0006, 0.0027
O, 7.8624, 4.8857, 20.9685, 0.002, -0.0044, 0.0121
O, 2.8361, 1.739, 15.4585, -0.0023, 0.0022, 0.0056
O, 2.9646, 9.7108, 10.062, -0.0023, -0.0018, 0.0002
H, 5.884, 1.1386, 8.1471, -0.0008, -0.0001, 0.0003
H, 4.0118, 4.4819, 8.1634, -0.0003, 0, 0.0021
H, -0.0015, 4.4573, 8.2034, 0.0008, -0.0004, 0.0023
H, -0.0207, -0.1016, -8.2212, 0.0123, -0.0152, -0.6183
H, -0.1735, 6.7746, -8.1856, -0.0507, 0.0391, -0.6004
H, 7.6356, 6.709, -8.0032, -0.0093, 0.0168, -0.6766

Results
free energy: -166610.351 eV
free energy less fixed offsets of H -15.97, O -568.88, Si -635.61 eV per atom: 0.349 eV

The program warned: the cutoff lies below the one the program advises for these potential files; the forces do not sum to zero within the program's tolerance; the exchange-correlation potential is rough where the density is thin.
